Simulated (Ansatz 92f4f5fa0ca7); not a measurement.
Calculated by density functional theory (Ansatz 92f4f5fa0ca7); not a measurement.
Periodic cell of 223 atoms, Si132O90P1, from a study of silicon, its oxide and their interface. The atomic structure is a simulated model.
Doubt: the cutoff is far below the 930 eV that the study's wrapper takes by default for these files, so forces and energies are approximate.
This geometry differs little from another in the collection (a relaxation step or a small displacement).

Settings: functional PBE; potential files Ansatz PAW; basis plane waves; wave-function cutoff 580 eV; density cutoff ratio 5; exchange-correlation grid ratio 1; k mesh 1 x 1 x 1, Gamma-centred; self-consistency stop 5e-08 eV per atom in the density residual; occupations fixed; spin none; net charge +1 e, with a uniform compensating background and no finite-size correction.

Cell vectors (angstrom)
a	10.938	0	0
b	0	10.938	0
c	0	0	32.1988

Atoms and the computed forces on them: element, x, y, z (angstrom), force x, y, z (eV/angstrom)
Si	10.5874	0.2249	24.8656	-0.0002	-0.0011	-0.0053
Si	5.7389	10.6802	24.7388	0.0007	0.0021	-0.0082
Si	2.4812	2.9179	24.6414	0.0019	-0.0012	-0.0077
Si	8.4272	2.4672	24.8234	-0.0008	-0.0006	-0.0062
Si	0.2771	5.1693	24.7544	-0.0005	0.0007	-0.0085
Si	5.155	5.7501	24.6886	0.0021	-0.0032	-0.0087
Si	2.9354	8.0094	24.5953	-0.0021	0.0001	-0.0101
Si	7.942	8.4376	24.7306	0.0029	-0.001	-0.0066
Si	1.3318	1.3821	26.035	0.0022	-0.0003	0.0028
Si	6.8475	1.3099	26.1187	0.0004	0.0006	0.0038
Si	4.0464	4.1064	25.9893	0.0022	-0.0022	0.0036
Si	9.6104	4.0604	26.0845	-0.001	0.0014	0.0031
Si	1.401	6.8279	26.0007	-0.0014	0.0027	0.0031
Si	6.7705	6.8531	26.0235	0.0029	-0.0019	0.0023
Si	4.1053	9.5345	25.9973	-0.002	0.0026	0.0025
Si	9.4657	9.5695	26.1491	0.0003	-0.0011	0.0044
Si	2.7303	-0.0082	27.3439	-0.0009	0.0001	-0.0046
Si	8.1604	-0.0212	27.5595	-0.0012	-0.0002	0.007
Si	0.0124	2.7154	27.4874	0.0005	-0.0006	0.0063
Si	5.4422	2.7434	27.3645	0	-0.0007	-0.0045
Si	2.7306	5.4659	27.4306	-0.0004	0.0006	0.0043
Si	8.187	5.4711	27.3527	0.0003	-0.0008	-0.0045
Si	-0.0045	8.1813	27.3728	-0.0001	-0.0008	-0.0038
Si	5.4431	8.1983	27.448	-0.0006	-0.0017	0.0055
Si	4.0833	1.3631	28.7432	0.0024	0	0.0043
Si	9.5815	1.3517	28.8481	-0.0027	-0.0012	-0.0081
Si	1.3703	4.1052	28.8157	0	-0.0032	-0.0049
Si	6.832	4.1004	28.74	0.0003	-0.0007	0.0046
Si	4.1022	6.8157	28.8067	-0.0006	-0.0004	-0.0029
Si	9.558	6.8219	28.7488	0.0003	0.0025	0.0036
Si	1.3694	9.5637	28.7353	-0.0016	-0.0005	0.0044
Si	6.7883	9.5415	28.8636	0.0067	0.0017	-0.0082
Si	0.0255	-0.0279	30.1653	0.0032	-0.0003	0.0006
Si	5.43	0.0098	30.1653	-0.0032	0.0029	0.0008
Si	2.7424	2.7235	30.1558	-0.0008	-0.0005	0.0005
Si	8.1945	2.7457	30.1445	-0.0001	0.0006	-0.0006
Si	-0.0183	5.4672	30.145	-0.0015	0.001	0.0006
Si	5.4871	5.4527	30.1547	0.0014	-0.0003	0.0003
Si	2.726	8.2071	30.1308	0.0008	0.0013	-0.0005
Si	8.2099	8.1744	30.1664	0.0002	-0.0024	0.0003
Si	1.3836	1.351	31.5351	0.0003	-0.0011	0.0005
Si	6.8304	1.3737	31.5031	0.0001	0	0.0001
Si	4.1205	4.0849	31.5225	0.0013	-0.0002	-0.0005
Si	9.5678	4.0962	31.5217	0.0001	-0.0008	0.0017
Si	1.36	6.8415	31.4894	-0.0002	0.0003	-0.0005
Si	6.8526	6.8098	31.5432	0.001	0.001	0.0003
Si	4.0811	9.5651	31.5267	0.0004	-0.0004	0.0018
Si	9.5854	9.5487	31.5259	-0.0013	-0.0005	-0.0007
Si	2.7456	-0.0091	0.7223	-0.0011	0.0008	-0.0005
Si	8.203	0.0023	0.6629	0.0019	0.0019	-0.0005
Si	0.0017	2.726	0.6917	0.0009	-0.0005	-0.0006
Si	5.4885	2.723	0.7025	-0.0002	-0.0009	-0.0001
Si	2.7415	5.4871	0.6536	0.0011	-0.0013	-0.0009
Si	8.2217	5.4437	0.72	-0.0011	0.0021	-0.0016
Si	0.0205	8.1835	0.6947	-0.0006	0.0008	-0.0004
Si	5.4742	8.2041	0.6882	0.0005	-0.0011	-0.001
Si	4.1396	1.3532	2.0781	0.003	-0.0025	-0.0002
Si	9.5651	1.3468	2.0542	-0.0019	-0.0013	0.001
Si	1.3875	4.1229	2.0214	-0.0056	0.0025	-0.0022
Si	6.859	4.0693	2.0854	0.0021	-0.0038	0.0032
Si	4.1128	6.8259	2.054	0.0037	0.0032	0.0019
Si	9.5942	6.8266	2.0656	-0.0005	-0.0022	0.0012
Si	1.3883	9.5381	2.0717	0.0056	-0.0017	0.0014
Si	6.8361	9.5945	2.0464	-0.0025	-0.0007	-0.0009
Si	-0.0027	-0.0379	3.3947	0.0035	0.0103	0.0017
Si	5.504	0.0015	3.4889	-0.0026	0.0031	-0.0049
Si	2.7792	2.7802	3.3687	-0.0012	-0.0081	0.0017
Si	8.1976	2.6764	3.4713	0.0035	0.0014	-0.0053
Si	0.0362	5.4636	3.4317	0.0011	-0.0012	-0.0001
Si	5.4896	5.4589	3.4151	-0.0016	0.0024	0.0001
Si	2.7889	8.2056	3.4594	-0.0052	-0.0022	-0.0045
Si	8.2097	8.2206	3.3768	-0.0003	-0.001	0.0055
Si	1.4012	1.3828	4.6424	-0.0014	-0.0052	-0.0108
Si	6.853	1.3314	4.9351	-0.0047	0.0041	0.0061
Si	4.1707	4.0708	4.8071	0.0064	0.0015	-0.0025
Si	9.5916	4.0733	4.7637	-0.0032	0.0025	0.0013
Si	1.4268	6.8223	4.8073	-0.001	0.0029	-0.005
Si	6.8381	6.8814	4.7382	0.0102	-0.004	0.0094
Si	4.1525	9.571	4.8714	-0.003	0.0032	0.007
Si	9.5494	9.5516	4.7854	-0.0026	-0.0094	0.0074
Si	2.757	0.1123	6.0833	0.0149	0.0011	-0.0021
Si	8.2178	-0.082	6.2916	0.0023	-0.0013	-0.0091
Si	0.0219	2.6542	6.0552	-0.0159	-0.0021	-0.0144
Si	5.484	2.7213	6.3132	-0.0002	-0.0086	-0.0045
Si	2.8407	5.4874	6.1683	0.0026	0.009	-0.0084
Si	8.1857	5.4596	6.0525	-0.0043	0.0047	-0.0144
Si	0.0323	8.1958	6.1261	0.0004	0.0046	-0.0121
Si	5.5548	8.2125	6.2567	0.0036	0.002	-0.0113
Si	3.8316	1.5884	7.6251	0.0111	-0.0115	0.0035
Si	9.8411	1.124	7.4803	-0.0077	-0.0022	0.0222
Si	1.6599	3.7927	7.2476	-0.0079	0.011	0.0615
Si	6.6673	4.404	7.5026	0.0005	0.0022	0.0108
Si	4.4317	6.6163	7.5537	0.0038	-0.0026	0.0212
Si	9.3913	6.9613	7.3613	-0.028	0.0168	0.0137
Si	1.1389	9.9161	7.2944	-0.0067	-0.0024	0.0164
Si	7.1934	9.1984	7.7003	0.0023	-0.0064	0.0231
O	8.3512	8.05	7.991	0.0017	-0.0032	0.005
O	2.7051	2.7597	7.9896	-0.003	0.0007	-0.0189
O	9.523	1.3513	24.2713	-0.0004	0.0009	0.0002
O	4.0512	6.8651	24.1265	-0.0007	0.002	0.0043
O	0.0361	0.012	7.9859	0.0109	0.0063	-0.0085
O	5.5416	5.4961	8.0599	-0.0033	-0.0004	-0.0035
O	6.8514	9.5709	24.1993	-0.0012	-0.0001	0.0023
O	1.3708	4.0609	24.1707	0.0001	0.0003	0.0029
O	3.8526	7.3404	8.9581	0.0024	-0.0027	-0.0092
O	0.8079	4.4171	8.5914	0.0176	-0.0203	-0.0343
O	9.9205	6.1522	8.8192	-0.0122	0.0058	-0.017
O	2.0655	9.3079	8.5111	-0.0024	0.0057	-0.0071
O	7.5454	3.934	8.8222	-0.0007	0.0013	-0.0049
O	4.2548	0.9364	9.0916	-0.0043	0.0041	-0.0018
O	6.7363	9.5495	9.2393	0.0034	-0.0021	-0.0173
O	9.2131	1.8451	8.8254	0.0069	-0.0044	-0.009
O	7.7142	3.1546	23.5171	0.002	-0.0015	0.0035
O	10.5004	5.8467	23.4468	0.0019	-0.0023	0.0045
O	5.0899	0.4345	23.4015	0.0021	-0.0025	0.0049
O	5.8641	5.0905	23.3606	-0.0014	0.0025	0.0039
O	3.1079	2.2098	23.2794	-0.002	0.001	0.0039
O	2.2976	8.7243	23.2298	0.004	-0.0031	0.0057
O	8.6242	7.756	23.3946	-0.0019	0.0014	0.0035
O	0.2304	10.333	23.5933	-0.0006	0.0008	0.0035
Si	4.3918	1.5736	22.4716	0	0.0006	-0.0047
Si	3.4631	7.9337	14.0421	0.0002	0.0005	0.0038
Si	7.0963	0.9729	14.6612	-0.005	0.002	0.003
Si	0.945	9.3576	22.5238	-0.0015	0.0008	-0.0043
Si	1.1633	4.2783	11.8441	-0.0009	-0.0014	0.004
Si	6.2365	8.976	15.3297	0.0008	-0.0005	0.0029
Si	0.6845	1.3561	12.2552	-0.0001	-0.0017	0.0036
Si	8.6271	4.9569	20.5111	-0.0002	-0.0001	-0.0043
P	0.3641	5.6899	9.3147	0.0112	0.0035	0.011
Si	5.0926	3.136	17.9472	0.0003	0.0002	-0.0001
Si	0.8874	3.7695	16.7337	0	-0.0007	0.0017
Si	10.3957	2.8463	19.2209	0	0.0003	-0.0029
Si	5.2693	1.1947	10.3696	0.003	-0.0005	0.0041
Si	0.8867	0.182	19.8513	-0.0007	0.0009	-0.0026
Si	6.6288	9.463	10.8786	0.0002	-0.0004	0.003
Si	9.3358	9.6889	18.3314	-0.0005	-0.0005	-0.0008
Si	9.3598	9.2383	12.588	0	0.0004	0.0045
Si	6.5745	3.8466	22.5853	0.0006	-0.0002	-0.0034
Si	2.4598	8.0409	9.4023	0.0004	0.0013	0.0055
Si	10.5855	7.3793	17.0767	-0.0002	-0.0002	0.0011
Si	2.5107	6.3017	16.592	-0.0007	-0.0008	0.0024
Si	10.1423	4.5073	14.171	-0.0024	0.0004	0.0059
Si	6.1336	9.1929	18.5243	0.0007	-0.0002	-0.0013
Si	7.9765	2.5715	9.6053	-0.0009	-0.0003	0.0042
Si	8.8864	2.1266	12.4691	0.0011	-0.0016	0.0038
Si	5.3392	6.2541	18.0666	-0.0004	-0.0002	0.0001
Si	3.919	0.5643	19.4713	0.0003	0.0003	-0.0027
Si	4.2493	3.8528	12.0537	-0.0001	0.0008	0.0032
Si	5.5041	6.6154	12.1455	0.0006	0.0007	0.0029
Si	8.0092	2.5115	17.2234	-0.0002	-0.0008	0.0013
Si	4.3445	2.5051	14.9637	0.003	-0.0031	0.0042
Si	1.5438	1.2306	15.2247	-0.0016	0.0006	0.0034
Si	1.5378	9.3997	12.0537	-0.0019	0.0003	0.0048
Si	8.0086	6.8576	13.8722	-0.0001	0.0001	0.0048
Si	10.3665	9.8488	15.4884	-0.0003	0.0003	0.0022
Si	9.8124	7.016	22.5526	-0.0002	0.0002	-0.0043
Si	8.1138	5.4892	17.4081	0.0003	0.0008	0.0004
O	6.0137	7.967	11.2931	-0.0003	-0.0001	-0.0014
O	5.9986	9.2108	16.9048	-0.0001	0	0.0002
O	7.6915	1.3316	13.1881	-0.0029	-0.0022	0.0005
O	0.974	1.7816	13.7968	0.0014	0	-0.0015
O	9.4166	6.2776	16.8597	-0.0005	0.0001	-0.0006
O	6.7119	6.214	13.1486	0.0001	-0.0001	-0.0021
O	5.1125	4.6737	18.6091	-0.0001	0	0
O	9.223	2.1456	18.2717	0.0002	0	0.0003
O	2.3654	0.1012	19.078	0	-0.0002	0.0007
O	9.4106	10.2492	16.7689	-0.0006	0.0003	0
O	2.7538	4.445	11.6581	0.0006	0.0001	-0.0012
O	5.0636	10.33	19.1117	-0.0009	0.0006	0.0006
O	9.4393	3.2029	13.5301	-0.0003	0.0001	-0.001
O	0.4616	1.7737	19.9448	0.0003	-0.0006	0.0007
O	3.1646	1.3595	15.0792	0.0006	-0.0001	-0.0022
O	8.1719	5.387	19.0196	0.0003	-0.0002	0.002
O	3.9	6.6253	17.3792	0.0004	0.0003	-0.0004
O	4.5801	3.2908	16.3824	0.0002	0.0002	-0.0006
O	9.0025	5.6492	14.2947	-0.0001	-0.0004	-0.0027
O	5.4558	2.7587	22.137	-0.0002	-0.0003	0.0008
O	10.7308	4.2335	15.6379	0.0009	-0.0001	-0.0011
O	0.3179	3.8699	18.2555	-0.001	-0.0003	0.001
O	10.4248	10.521	19.2222	0.0008	0.0002	0.001
O	9.6035	10.0198	14.036	0.0002	0.0002	-0.0014
O	10.9099	8.1243	22.0889	0.0005	-0.0002	0.0012
O	1.1579	2.1866	16.4751	-0.0006	0.0001	-0.0019
O	9.7309	3.7528	20.4059	-0.0005	0.0006	0.0021
O	8.1706	4.0352	16.6787	-0.0001	0.0001	-0.0011
O	-0.0703	9.0925	11.9199	0.0008	-0.0002	-0.0022
O	6.5826	2.4469	18.0111	-0.0007	0.0005	-0.0004
O	5.565	10.7213	11.1989	-0.0011	0.0018	-0.001
O	7.7451	9.6031	18.8391	-0.0004	0	0.0001
O	10.0358	1.0107	12.0622	-0.0011	0.0003	-0.0017
O	1.3388	6.8483	9.06	-0.0003	-0.0018	-0.0021
O	0.5282	4.8229	13.2286	0.0018	0.002	-0.0036
O	5.7127	7.6263	18.9828	-0.0003	0	0.0006
O	5.1986	5.1001	11.5183	-0.0008	-0.0007	-0.0015
O	2.6844	6.9853	15.1167	-0.0007	-0.0002	-0.0017
O	0.8721	2.7396	11.3925	-0.0002	0.0007	-0.0028
O	0.8371	10.7155	15.4901	0.0002	0.0006	-0.002
O	2.3389	8.5049	10.9329	0.0007	-0.0009	-0.0031
O	4.674	2.4418	11.2874	-0.0009	-0.0008	-0.0019
O	4.1676	3.5434	13.6788	-0.0008	-0.0005	-0.0012
O	2.2235	4.6873	16.5114	0.0004	0.0008	-0.0017
O	10.7127	8.2674	15.6984	0.0001	-0.0009	-0.0012
O	6.87	10.3124	14.6753	-0.0007	0.0012	-0.0028
O	2.3238	8.9682	13.4275	0.0003	-0.0001	-0.0018
O	8.0015	1.5288	15.9093	-0.0003	0.0009	-0.0013
O	4.0821	7.0062	12.8482	-0.001	0.0002	-0.0017
O	4.1728	2.0152	18.7173	-0.0005	-0.0009	0.0006
O	7.2917	4.4211	21.257	-0.0002	-0.0001	0.0016
O	8.4336	2.9316	11.1244	0.0002	0.0006	-0.0031
O	1.1715	6.8657	17.3627	-0.0003	0.0003	-0.0008
O	5.6557	1.652	14.6724	0.0035	0.0013	-0.0041
O	8.1098	9.7552	11.6006	-0.0006	0.0001	-0.0011
O	9.2102	6.2884	21.2353	0.0007	0.0005	0.0022
O	8.9299	7.7017	12.8509	0.0001	-0.0003	-0.0027
O	1.641	0.0985	11.82	0.0001	-0.0002	-0.0021
O	6.6419	6.138	17.058	-0.0003	-0.0003	-0.0008
O	7.3758	7.8229	15.0372	-0.0007	0.0006	-0.0021
O	1.2132	10.3049	21.2303	0.0006	-0.0013	0.0029
O	10.0254	8.2091	18.3531	-0.0002	0.0003	0.0002
O	3.946	0.8609	21.0815	0.0003	0.0003	0.0034
O	0.3212	5.334	10.809	0.0003	-0.0012	-0.0055
O	6.6874	1.5947	9.6669	-0.0009	-0.0006	-0.0017
O	4.7536	8.7021	14.6856	-0.0004	0.0003	-0.0021

Results
free energy: -135858.401 eV
free energy less fixed offsets of O -568.88, P -755.39, Si -635.61 eV per atom: -3.291 eV

The program warned: the cutoff lies below the one the program advises for these potential files; the forces do not sum to zero within the program's tolerance; the exchange-correlation potential is rough where the density is thin.
